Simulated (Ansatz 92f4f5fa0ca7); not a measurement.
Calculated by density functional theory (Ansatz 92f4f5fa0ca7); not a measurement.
Periodic cell of 227 atoms, Si134O91H1N1, from a study of silicon, its oxide and their interface. The atomic structure is a simulated model.
Doubt: the cutoff is far below the 930 eV that the study's wrapper takes by default for these files, so forces and energies are approximate.

Settings: functional PBE; potential files Ansatz PAW; basis plane waves; wave-function cutoff 580 eV; density cutoff ratio 5; exchange-correlation grid ratio 1; k mesh 1 x 1 x 1, Gamma-centred; self-consistency stop 5e-08 eV per atom in the density residual; occupations fixed; spin none; net charge 0.

Cell vectors (angstrom)
a	10.938	0	0
b	0	10.938	0
c	0	0	32.0876

Atoms and the computed forces on them: element, x, y, z (angstrom), force x, y, z (eV/angstrom)
Si	0.2929	-0.2314	24.5174	0.0501	0.0504	-0.0922
Si	5.963	-0.1207	24.3807	-0.0039	0.1071	0.215
Si	2.2486	3.0151	24.7886	0.0406	-0.0423	-0.2
Si	7.7699	3.1007	24.7864	0.1665	0.0034	-0.1792
Si	0.1012	5.352	24.6749	-0.0765	-0.2498	-0.316
Si	5.5944	5.4157	24.6127	-0.0939	-0.2288	-0.2863
Si	2.4541	8.4315	24.4994	-0.0297	0.1491	-0.2588
Si	7.9327	8.3099	24.3475	-0.0841	-0.009	0.0482
Si	1.3018	1.2976	26.0324	-0.0597	0.0746	-0.0797
Si	6.8569	1.335	26.0315	-0.0751	0.041	-0.1415
Si	4.0084	4.1725	25.926	-0.044	-0.0502	-0.262
Si	9.4719	4.2089	26.0122	-0.0953	-0.1049	-0.2738
Si	1.3377	6.9142	25.9495	0.0761	-0.0893	-0.1317
Si	6.7899	6.9401	25.9373	0.0908	-0.1103	-0.1598
Si	4.1341	9.6721	25.6962	0.0887	-0.0111	-0.2195
Si	9.5497	9.5188	25.7447	-0.0374	0.0445	-0.2145
Si	2.7907	-0.004	27.2769	-0.0204	-0.0728	-0.0144
Si	8.2652	-0.0351	27.2879	0.0833	-0.0479	-0.0267
Si	-0.0764	2.7417	27.3072	0.0261	0.1043	0.09
Si	5.4062	2.7315	27.2852	-0.0423	0.1473	0.0555
Si	2.7054	5.5313	27.3093	-0.0176	0.0064	0.1652
Si	8.1432	5.5603	27.3349	-0.0897	0.0959	0.1354
Si	-0.0664	8.2354	27.2734	0.0143	-0.004	0.0624
Si	5.3964	8.2897	27.2432	-0.0667	-0.0046	0.0685
Si	4.1018	1.3673	28.6693	-0.0782	0.0068	0.1844
Si	9.5708	1.3673	28.6693	-0.0605	-0.1669	0.2523
Si	1.3673	4.1018	28.6693	-0.1868	0.0301	-0.2111
Si	6.8362	4.1018	28.6693	-0.3077	0.0145	-0.1798
Si	4.1018	6.8362	28.6693	-0.0215	0.4033	-0.0921
Si	9.5708	6.8362	28.6693	-0.0859	0.2819	0.2217
Si	1.3673	9.5708	28.6693	0.0612	-0.0135	-0.3815
Si	6.8362	9.5708	28.6693	-0.0259	0.0325	-0.3179
Si	0	0	30.0366	0.0895	0.1482	-0.016
Si	5.469	0	30.0366	0.1094	0.0848	-0.017
Si	2.7345	2.7345	30.0366	-0.0371	-0.0694	-0.0326
Si	8.2035	2.7345	30.0366	-0.0311	-0.1301	-0.035
Si	0	5.469	30.0366	0.0264	-0.0516	-0.0252
Si	5.469	5.469	30.0366	0.0219	-0.0212	-0.0246
Si	2.7345	8.2035	30.0366	0.017	-0.105	-0.008
Si	8.2035	8.2035	30.0366	0.0211	-0.0723	0.009
Si	1.3673	1.3673	31.4038	-0.0081	-0.0057	0.0105
Si	6.8362	1.3673	31.4038	-0.0408	0.0566	-0.0016
Si	4.1018	4.1018	31.4038	-0.0298	0.041	-0.0251
Si	9.5708	4.1018	31.4038	-0.0052	0.0589	-0.0429
Si	1.3673	6.8362	31.4038	-0.0201	0.0176	-0.0187
Si	6.8362	6.8362	31.4038	0.0229	-0.0056	-0.0089
Si	4.1018	9.5708	31.4038	-0.0797	0.0231	-0.0397
Si	9.5708	9.5708	31.4038	-0.0395	0.0078	-0.0288
Si	2.7345	0	0.6835	0.0846	-0.0081	0.0211
Si	8.2035	0	0.6835	0.0408	0.0264	0.0204
Si	0	2.7345	0.6835	-0.0189	-0.0101	0.0133
Si	5.469	2.7345	0.6835	0.0229	-0.0514	0.0278
Si	2.7345	5.469	0.6835	-0.0126	-0.0155	0.0212
Si	8.2035	5.469	0.6835	0.0385	-0.0575	0.0096
Si	0	8.2035	0.6835	0.0457	-0.065	0.0167
Si	5.469	8.2035	0.6835	0.0041	-0.0247	0.0088
Si	4.1018	1.3673	2.0507	-0.08	0.0746	-0.0398
Si	9.5708	1.3673	2.0507	0.0447	0.0323	0.0591
Si	1.3673	4.1018	2.0507	-0.0236	-0.0028	0.0726
Si	6.8362	4.1018	2.0507	-0.0054	0.0972	-0.0076
Si	4.1018	6.8362	2.0507	-0.0097	0.0127	0.0645
Si	9.5708	6.8362	2.0507	-0.076	-0.0073	-0.0213
Si	1.3673	9.5708	2.0507	-0.0568	0.0431	-0.0341
Si	6.8362	9.5708	2.0507	0.0185	-0.0101	0.0556
Si	0	0	3.418	0.2103	-0.1031	-0.2463
Si	5.469	0	3.418	0.0564	0.1886	0.3755
Si	2.7345	2.7345	3.418	0.259	-0.4034	-0.2376
Si	8.2035	2.7345	3.418	-0.127	-0.0349	0.4071
Si	0	5.469	3.418	-0.2514	-0.0784	0.1734
Si	5.469	5.469	3.418	0.3232	-0.1132	0.018
Si	2.7345	8.2035	3.418	0.1525	0.1772	0.2621
Si	8.2035	8.2035	3.418	0.1216	-0.2258	-0.1233
Si	1.4422	1.2895	4.7679	0.0567	-0.0167	-0.0278
Si	6.8527	1.3506	4.8653	-0.0371	0.0496	-0.0521
Si	4.181	4.009	4.7513	0.0028	-0.0437	-0.1225
Si	9.5685	4.0797	4.834	-0.0038	0.0755	-0.0341
Si	1.3744	6.8241	4.7721	-0.0411	0.0434	-0.0999
Si	6.8697	6.8226	4.8035	0.0481	-0.0602	0.024
Si	4.1315	9.5844	4.8408	-0.0853	-0.0194	-0.0339
Si	9.5987	9.5518	4.7508	0.1	-0.103	-0.1459
Si	2.7897	-0.0115	6.2958	-0.045	-0.0148	0.1729
Si	8.2653	-0.0775	6.1478	-0.043	0.0079	0.1441
Si	0.0595	2.6342	6.0676	-0.0382	-0.0171	0.146
Si	5.4683	2.7	6.3119	0.0494	-0.0088	0.1273
Si	2.7797	5.3868	5.9695	0.0188	-0.004	0.133
Si	8.2124	5.4577	6.2724	0.0404	-0.0098	0.233
Si	0.0584	8.2423	6.1396	-0.012	-0.0535	0.1763
Si	5.5348	8.2313	6.1755	0.0616	-0.054	0.0936
Si	3.8354	1.6199	7.7322	-0.1327	0.0984	0.4104
Si	9.9399	0.9942	7.3991	0.0224	0.1838	0.3012
Si	1.6472	3.827	7.3039	-0.0492	-0.0026	0.3584
Si	6.4955	4.4031	7.6299	-0.011	0.1632	0.3675
Si	4.2817	6.587	7.2725	-0.072	0.0413	0.2745
Si	9.4461	7.1251	7.4989	-0.1273	0.0993	0.233
Si	1.214	9.7186	7.6313	-0.1013	0.0929	0.1395
Si	7.1797	9.2959	7.5625	-0.0474	0.0419	0.3852
O	5.3619	5.5651	7.9769	0.145	-0.126	-0.4797
O	0.0828	-0.0797	8.0915	-0.0474	0.016	-0.4754
O	2.7067	2.7997	8.0699	0.0592	-0.0792	-0.518
O	8.2796	8.1653	8.0831	0.1031	-0.0751	-0.4723
O	1.3799	9.5805	23.905	-0.0761	0.0132	0.5603
O	6.607	4.1595	24.2102	0.1693	-0.0241	0.4299
O	6.9212	9.549	23.8146	-0.1004	0.1819	0.3206
O	2.7305	2.3904	23.3289	0.0014	-0.0049	0.0952
O	6.6563	9.9733	8.9891	-0.0065	-0.1691	-0.4624
O	0.9121	4.6056	8.5371	-0.1143	0.1084	0.0481
O	1.7526	9.0911	9.0821	-0.0674	0.1062	-0.3086
O	6.7855	3.9341	9.2075	-0.0462	0.0032	-0.4507
O	10.3085	6.728	8.8745	-0.0628	-0.0475	-0.2194
O	4.233	1.1025	9.2721	-0.1006	0.0867	-0.6478
O	3.3684	7.1473	8.5005	0.0512	-0.0016	-0.0748
O	9.2185	1.733	8.6859	0.0607	-0.028	-0.2677
O	5.8078	1.0482	23.1983	0.0383	-0.1562	0.0134
O	8.3372	2.4539	23.3812	-0.1699	-0.0173	0.1107
O	11.956	4.0245	24.3023	0.2439	0.0792	0.4713
O	5.1705	6.1744	23.1674	0.155	-0.0357	0.349
O	8.346	7.3663	23.0237	-0.0322	0.1362	0.1131
O	8.1787	4.006	18.9039	-0.0004	0.0019	-0.0815
O	2.9388	7.6031	23.1459	0.0427	-0.0318	0.0871
O	10.7055	0.6867	23.2529	0.0304	-0.1302	0.1147
Si	7.1188	10.3552	10.5076	0.205	0.0003	0.3041
Si	4.5661	12.0209	10.8711	-0.0138	0.0162	0.3894
Si	7.9647	4.9782	17.6087	0.0159	-0.0309	0.013
Si	-0.2137	7.3386	19.7719	0.1327	0.1697	-0.1892
Si	4.1411	13.4804	15.3701	-0.0539	0.0379	-0.0932
Si	0.262	1.1236	17.628	0.0388	0.0608	0.0892
Si	12.7102	1.9598	19.9059	-0.0522	-0.0598	-0.0934
Si	5.7197	1.7679	21.7263	0.0145	-0.1973	-0.1886
Si	7.1181	3.3982	15.0606	-0.0213	0.0333	-0.1455
Si	3.7438	-2.1708	18.159	-0.0941	0.0097	0.049
Si	4.3154	0.217	19.4985	-0.1407	0.0555	0.0567
Si	8.0099	4.0688	10.266	0.0371	-0.0194	0.2819
Si	9.206	1.4986	10.2935	-0.0166	-0.224	0.32
Si	10.6665	5.2351	9.4383	0.1862	-0.0672	0.106
Si	-0.1763	6.9282	13.8928	0.0773	0.0263	-0.1347
Si	5.9183	6.9742	17.3698	-0.0125	0.0308	0.031
Si	10.5131	1.0691	21.6893	0.0409	0.0296	-0.3202
Si	2.7463	7.9595	9.7355	0.1278	-0.0239	0.0886
Si	7.025	0.0027	18.0801	0.0482	-0.0841	0.0493
Si	7.0003	2.8927	19.22	-0.0532	-0.0442	0.1539
Si	14.0507	3.3955	22.1002	-0.0606	-0.1448	-0.2727
Si	11.3965	1.3283	12.348	0.1174	-0.0235	0.0317
Si	7.5334	-2.0605	15.792	0.0438	-0.0132	-0.2041
Si	9.9665	2.4102	14.9469	0.0909	-0.1644	-0.1017
Si	2.6032	10.7339	16.0583	0.0011	-0.0349	-0.0845
Si	1.2158	-1.3871	13.4264	0.0498	-0.0196	-0.0752
Si	7.8457	5.735	12.9553	-0.0675	0.2144	0.0845
Si	-1.4547	10.2201	19.6135	0.1371	-0.0172	-0.0847
Si	8.4485	3.1366	21.8995	0.2468	-0.0819	-0.06
Si	9.943	-3.9684	16.7107	-0.002	0.097	-0.0422
Si	3.7315	6.384	22.4042	-0.0148	0.0571	0.0395
Si	1.5375	5.7221	11.7034	0.2935	-0.0962	0.2831
Si	4.3738	15.3124	17.9169	0.0318	-0.0549	-0.016
Si	3.8384	9.356	12.0602	0.0626	-0.028	0.229
Si	9.225	6.187	22.2575	0.0543	0.0151	0.0726
Si	2.7257	6.3921	19.5575	-0.1921	0.0229	-0.212
Si	3.0881	3.176	12.5062	-0.0879	-0.0257	-0.1367
Si	6.653	-2.3761	12.9468	-0.0841	0.005	-0.0758
O	7.9215	-0.9345	19.1164	-0.0272	0.0349	0.0196
O	-0.4944	8.9392	19.9583	-0.029	-0.0542	-0.022
O	13.927	4.9409	22.5853	-0.0716	0.0715	-0.02
O	10.4704	1.7182	16.3293	-0.0597	0.0419	-0.0064
O	2.7573	7.492	18.3447	0.0663	-0.0309	0.0496
O	3.9691	8.6153	10.6082	-0.0764	-0.007	-0.1564
O	8.2412	2.6235	10.9845	-0.055	0.1226	-0.0842
O	-0.7588	0.141	18.4153	-0.0378	-0.0193	-0.0054
O	7.1834	9.0575	11.4908	-0.0033	0.0654	-0.1103
O	5.3943	0.0713	18.2773	0.0654	-0.0385	-0.029
O	3.5141	-1.2025	19.4645	0.0796	0.0213	-0.0099
O	-0.0424	8.5236	13.5512	-0.0289	0.0172	0.0261
O	4.3034	13.466	11.6062	0.0699	-0.0739	-0.1199
O	0.0809	6.7933	15.5077	-0.0683	-0.0189	0.0993
O	7.8656	5.2106	11.4151	0.0152	-0.1159	-0.1889
O	3.1585	4.9322	18.8948	0.0357	0.0731	0.033
O	9.2924	4.4009	9.3239	0.0306	-0.0334	-0.1878
O	0.7942	2.3141	18.639	0.0479	-0.058	0.0233
O	-1.9984	8.197	16.3066	0.0023	-0.0078	0.043
O	4.6355	2.9842	21.7046	-0.0842	0.1441	0.0665
O	-5.8436	9.0332	13.047	-0.0268	0.0127	-0.0356
O	14.3999	-1.4353	16.7241	0.0077	0.0043	-0.0025
O	1.7839	13.1738	12.387	-0.0844	-0.0202	-0.0051
O	5.1907	0.5042	20.826	0.0079	0.0365	-0.009
O	-0.2528	1.65	10.9283	-0.0391	0.0702	-0.094
O	7.2233	6.3429	18.13	0.0119	-0.0347	0.0036
O	7.2741	10.2803	16.5989	0.004	0.0384	0.0244
O	0.1982	5.1272	10.9938	-0.1636	-0.0296	-0.2278
O	12.6008	-0.7318	14.8456	0.0091	0.0136	0.0869
O	9.6237	-4.2994	20.7404	-0.1265	-0.1298	0.2055
O	6.7557	6.943	13.0077	0.019	-0.0443	0.0203
O	6.1071	11.5161	11.0508	-0.0235	0.0285	-0.0774
O	3.4392	14.2214	14.0946	0.0527	0.0071	0.1039
O	-1.5344	0.0725	21.0308	-0.0811	-0.0051	0.1049
O	8.3375	2.3391	14.9605	-0.0216	0.0161	0.0427
O	5.2621	8.1559	18.2678	-0.0048	-0.0116	0.0054
O	5.7362	13.4804	15.0099	0.0459	-0.0261	0.038
O	14.1401	1.3935	19.3379	-0.0261	-0.0004	0.0486
O	9.2943	-4.5885	13.4477	-0.0139	-0.057	-0.0342
O	8.6297	0.0115	10.5915	0.0259	0.0131	-0.1161
O	1.2075	-4.3326	20.1641	0.0613	-0.0397	0.0381
O	2.5285	8.7921	12.8359	0.0073	0.0296	-0.0359
O	6.3859	7.7125	15.9909	-0.0367	-0.0147	0.0696
O	-0.3345	7.1808	18.1572	-0.0302	-0.0727	0.0476
O	1.9807	6.9465	10.7412	-0.0419	0.1014	-0.1957
O	4.9023	5.7265	17.1377	0.0066	-0.0186	-0.0163
O	7.2895	4.5375	13.9063	-0.0064	-0.0701	0.0347
O	3.5844	11.9464	15.5464	-0.0107	-0.0436	0.0216
O	3.7828	6.6942	20.79	0.071	-0.0314	0.2137
O	10.4573	12.529	13.6425	-0.0881	0.0526	0.0224
O	7.1038	4.1512	16.509	0.0133	0.0674	0.0646
O	11.7294	-0.2537	12.3576	-0.0416	-0.018	-0.0056
O	11.9301	0.883	20.8719	0.0151	0.0407	0.1199
O	-1.6306	5.4522	16.8256	-0.0688	0.0056	0.0681
O	10.5751	3.9096	14.8136	0.0572	0.0936	0.0244
O	13.0271	3.2511	20.8362	0.1513	0.0841	0.1909
N	7.1157	2.5198	20.9411	-0.1002	-0.0224	0.0788
O	7.417	12.5266	18.2926	-0.0846	0.0091	0.0304
O	12.0127	6.1745	13.1901	-0.0517	-0.0149	-0.0423
O	8.4412	4.7656	22.0552	-0.0699	0.1412	-0.0805
O	3.6756	10.9496	11.744	0.0047	0.016	-0.1582
O	5.529	3.5651	18.8087	0.0308	0.0269	0.0073
O	1.583	11.2205	17.2154	0.0133	-0.0213	0.0098
O	7.5152	9.2054	14.1903	0.0261	0.0267	0.0826
O	2.7582	4.6518	11.8876	-0.0955	0.0905	-0.0465
O	9.9308	2.588	21.4194	-0.0202	0.0581	0.0471
O	3.8249	3.3594	16.7588	-0.0004	0.0466	0.0394
O	10.537	5.9569	23.2121	0.0671	0.016	0.223
H	10.442	4.4951	15.5836	-0.0148	-0.0799	-0.0391

Results
free energy: -137341.487 eV
free energy less fixed offsets of H -15.97, N -385.13, O -568.88, Si -635.61 eV per atom: -0.567 eV

The program warned: the cutoff lies below the one the program advises for these potential files; the forces do not sum to zero within the program's tolerance; the exchange-correlation potential is rough where the density is thin.
